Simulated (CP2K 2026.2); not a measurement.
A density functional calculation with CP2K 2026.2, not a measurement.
Periodic cell of 432 atoms, Si324O108, from a study of silicon, its oxide and their interface. The atomic structure is a simulated model.
Doubt: the forces sum to 0.48 eV/angstrom along one axis rather than to zero, so they err by at least 0.0011 eV/angstrom per atom on average; the grid cutoff is modest.

Settings: functional PBE; method Gaussian and plane waves; basis set DZVP-MOLOPT-SR-GTH; pseudopotentials GTH-PBE; grid cutoff 300 Ry, relative cutoff 40 Ry; k points Gamma only; occupations fixed; spin none; net charge 0.

Cell vectors (angstrom)
a	16.32	0	0
b	0	16.32	0
c	-2.8194	5.7558	29.5566

Atoms and the computed forces on them: element, x, y, z (angstrom), force x, y, z (eV/angstrom)
Si	0.965	-1.151	0.076	0.191	-0.087	0.748
Si	3.708	1.579	-0.091	0.206	-0.137	0.758
Si	1.533	3.856	0.045	-0.082	0.196	0.746
Si	4.276	6.582	-0.092	-0.376	0.375	0.668
Si	1.441	-6.691	-0.003	-0.129	-0.021	0.786
Si	4.399	-4.216	0.172	-0.156	0.061	0.695
Si	7.16	-1.633	0.131	-0.131	0.157	0.741
Si	9.562	1.385	-0.007	0.021	0.075	0.754
Si	6.576	4.365	-0.017	0.296	-0.416	0.724
Si	9.824	6.493	0.108	-0.295	0.261	0.671
Si	6.523	9.795	0.034	0.167	-0.19	0.717
Si	-7.033	-3.918	0.149	0.239	-0.09	0.749
Si	-3.745	-1.595	-0.031	-0.435	0.289	0.737
Si	-1.148	1.177	0.09	-0.222	0.121	0.756
Si	-4.193	4.294	0.203	0.178	-0.246	0.725
Si	-1.573	7.109	0.106	0.16	-0.104	0.734
Si	-3.873	-7.093	0.143	-0.117	0.178	0.77
Si	-1.711	-4.011	0.146	0.354	-0.175	0.707
Si	2.652	-0.018	1.294	-0.017	0.009	-0.057
Si	5.41	2.679	1.176	-0.009	0.018	-0.046
Si	2.696	5.477	1.278	0.014	-0.01	-0.036
Si	5.387	8.173	1.277	0.003	-0.023	-0.023
Si	2.781	-5.397	1.394	-0.007	0.012	-0.058
Si	5.538	-2.684	1.466	0.019	0.017	-0.043
Si	8.21	0.041	1.368	0.02	-0.017	-0.062
Si	-5.413	2.699	1.402	-0.006	0.007	-0.049
Si	8.165	5.414	1.362	-0.008	-0.012	-0.03
Si	-5.451	8.113	1.428	0.008	-0.012	-0.063
Si	8.115	10.851	1.417	0.01	0.017	-0.049
Si	-5.406	-2.685	1.294	0.022	0.011	-0.01
Si	-2.726	-0.001	1.367	0.001	-0.013	-0.044
Si	0.015	2.716	1.405	0.01	-0.023	-0.046
Si	-2.647	5.495	1.446	0	0.022	-0.024
Si	0.001	8.304	1.352	0.037	0.01	-0.041
Si	-2.822	-5.496	1.511	-0.005	-0.027	-0.036
Si	-0.06	-2.811	1.358	-0.012	-0.025	-0.044
Si	1.361	1.333	2.747	0.007	-0.007	0.046
Si	4.089	4.079	2.619	-0.026	-0.024	0.028
Si	1.344	6.841	2.652	-0.01	0.003	0.005
Si	4.081	9.497	2.728	0.009	-0.004	0.033
Si	1.375	-4.066	2.719	-0.018	-0.005	0.034
Si	4.063	-1.325	2.677	-0.014	0.012	0.017
Si	6.75	1.368	2.637	0	0.035	0.005
Si	9.497	4.042	2.737	0.014	0.004	0.025
Si	6.798	6.837	2.661	-0.007	0.005	0.011
Si	9.497	9.498	2.734	0.024	0.014	0.025
Si	6.824	12.227	2.823	0.016	-0.007	0.051
Si	-6.73	-1.321	2.709	0.002	-0.025	0.034
Si	-4.061	1.347	2.745	0.003	0	0.01
Si	-1.322	4.09	2.752	0.007	-0.003	-0.006
Si	-4.072	6.787	2.805	-0.007	0.001	0.055
Si	-1.347	-6.763	2.807	-0.005	-0.004	0.02
Si	-4.168	-4.067	2.766	-0.027	-0.001	0.02
Si	-1.391	-1.406	2.733	0.023	0.028	0.044
Si	-0.015	-0.031	4.083	0.016	-0.007	-0.009
Si	2.744	2.734	4.042	-0.001	0.007	-0.006
Si	0.032	5.469	4.071	0.013	0.023	-0.004
Si	2.706	8.15	4.067	0.004	0.002	-0.002
Si	0.027	-5.406	4.12	-0.015	0.005	-0.004
Si	2.727	-2.695	4.062	0.011	-0.016	0.005
Si	5.421	0.026	4.042	0.011	-0.012	0.014
Si	8.111	2.697	4.056	0.015	-0.006	0.004
Si	5.44	5.44	4.009	0.001	-0.004	-0.023
Si	8.138	8.149	4.083	-0.008	-0.018	0.005
Si	5.432	10.855	4.112	-0.017	0.01	0.003
Si	8.217	-2.696	4.088	-0.006	0.014	-0.01
Si	-5.416	0.007	4.115	0.008	-0.016	0.004
Si	-2.703	2.724	4.084	-0.009	-0.012	0.001
Si	-5.456	5.408	4.105	0.002	0	-0.004
Si	-2.709	8.166	4.133	-0.016	0.01	-0.002
Si	-5.492	-5.444	4.109	0.002	0.011	0.027
Si	-2.754	-2.733	4.105	0.003	0.006	-0.015
Si	1.366	-1.357	16.368	-0.013	0.003	0.02
Si	4.114	1.366	16.322	0	-0.014	0.009
Si	1.325	4.052	16.271	0.003	0.009	0.007
Si	4.044	6.795	16.227	0.009	0.005	0.017
Si	1.36	-6.8	16.329	-0.005	-0.018	0.006
Si	4.073	-4.041	16.378	0.029	-0.009	-0.001
Si	6.766	-1.389	16.331	0.005	0.005	-0.019
Si	-6.842	1.319	16.326	-0.003	-0.002	0.02
Si	6.849	4.087	16.271	-0.019	0.002	-0.024
Si	-6.782	6.796	16.312	0	-0.001	0.019
Si	6.866	9.569	16.177	0.008	0.003	-0.007
Si	-6.771	-4.053	16.329	-0.014	-0.006	0.018
Si	-4.018	-1.339	16.354	-0.003	0.021	-0.009
Si	-1.398	1.329	16.348	-0.025	-0.001	-0.008
Si	-4.095	4.06	16.261	0.006	-0.002	0.003
Si	-1.357	6.837	16.314	-0.003	-0.002	0.02
Si	-4.096	9.507	16.33	0.004	0.011	-0.002
Si	-1.372	-4.079	16.368	-0.002	0.013	0.018
Si	2.757	0.024	17.699	0.004	-0.005	-0.023
Si	5.529	2.733	17.637	0.024	-0.018	-0.026
Si	2.672	5.431	17.589	0.017	0.016	-0.024
Si	5.516	8.17	17.426	-0.008	-0.026	-0.042
Si	2.701	-5.43	17.694	-0.006	0.005	-0.006
Si	5.446	-2.703	17.783	-0.016	-0.017	-0.006
Si	8.084	-0.04	17.703	-0.001	0.033	-0.017
Si	-5.428	2.67	17.616	0.004	-0.007	-0.042
Si	8.18	5.433	17.666	-0.009	-0.003	-0.01
Si	-5.455	8.154	17.707	0.007	0.004	-0.005
Si	8.137	10.91	17.632	-0.004	0.001	-0.041
Si	-5.364	-2.702	17.682	-0.001	-0.016	-0.02
Si	-2.689	-0.016	17.815	0.002	-0.025	-0.003
Si	-0.062	2.729	17.65	0.026	0.024	0.007
Si	-2.782	5.476	17.592	-0.019	0.005	-0.032
Si	0.021	-8.159	17.721	-0.004	-0.007	-0.009
Si	-2.733	-5.484	17.705	-0.008	0.002	-0.013
Si	-0.025	-2.7	17.745	0.014	0.014	-0.02
Si	1.363	1.446	18.981	-0.006	0.012	0.05
Si	4.168	4.172	18.865	0.017	0.03	0.028
Si	1.331	6.702	19.056	-0.033	-0.016	0.04
Si	4.213	-6.834	18.802	0.025	0.011	0.016
Si	1.286	-4.13	19.089	-0.015	-0.007	0.037
Si	4.074	-1.35	19.161	-0.023	0.015	0.044
Si	6.753	1.34	19.117	-0.012	-0.017	0.041
Si	-6.776	4.018	18.964	-0.006	-0.003	0.047
Si	6.79	6.877	18.894	0.008	0.016	0.067
Si	-6.84	9.551	18.992	-0.006	0.013	0.045
Si	6.803	-4.114	19.108	0.004	-0.011	0.062
Si	9.517	-1.389	18.992	-0.009	0.01	0.034
Si	-4.136	1.341	19.091	-0.019	0.013	0.067
Si	-1.459	4.115	18.941	-0.005	-0.008	0.058
Si	-4.109	6.772	19.059	0.021	-0.01	0.049
Si	-1.384	-6.837	19.099	-0.01	-0.016	0.038
Si	-4.025	-4.076	19.075	0.018	0.011	0.034
Si	-1.288	-1.321	19.249	0.007	-0.013	0.052
Si	0.444	-0.136	20.451	-0.286	0.027	-0.735
Si	2.908	2.761	20.161	-0.216	0.114	-0.691
Si	-0.339	5.577	20.369	0.244	-0.006	-0.719
Si	3.069	7.914	20.033	-0.116	-0.122	-0.638
Si	-0.285	-5.276	20.476	0.161	-0.108	-0.718
Si	2.455	-2.565	20.364	0.186	-0.128	-0.748
Si	5.017	0.393	20.472	0.369	-0.365	-0.686
Si	8.445	2.455	20.31	-0.211	0.058	-0.745
Si	5.237	5.765	20.219	0.042	-0.14	-0.714
Si	7.863	8.43	20.268	0.186	-0.06	-0.761
Si	5.617	-5.739	20.354	-0.124	0.171	-0.711
Si	8.494	-3.013	20.329	-0.17	0.045	-0.721
Si	-5.744	0.163	20.382	0.227	-0.091	-0.705
Si	-3.025	3.022	20.29	0.024	-0.166	-0.74
Si	-5.28	5.171	20.334	-0.109	0.219	-0.747
Si	-2.503	-8.46	20.399	-0.169	0.142	-0.748
Si	-5.64	-5.251	20.302	0.136	-0.142	-0.725
Si	-2.456	-2.987	20.486	-0.081	0.192	-0.728
Si	1.618	-1.65	-2.902	-0.023	0.036	0.126
Si	6.544	-1.102	-2.861	-0.019	-0.048	0.003
Si	2.092	6.975	23.972	-0.013	-0.082	-0.116
Si	-6.471	6.009	-2.727	-0.017	0.029	0.1
Si	-5.933	0.068	-5.055	0.044	0.054	-0.03
Si	-1.993	-7.006	-3.998	0.032	0.002	-0.018
Si	-0.679	-3.09	-4.058	0	-0.07	0.08
Si	3.764	-6.393	-3.804	-0.059	0.048	-0.064
Si	-5.577	-5.211	-4.924	0.028	-0.04	0.022
Si	5.298	1.386	23.191	-0.009	-0.164	-0.184
Si	-0.38	-5.45	-2.164	-0.109	-0.074	0.084
Si	6.631	3.932	22.351	-0.02	0.023	-0.148
Si	-6.713	6.968	22.465	0.02	0.006	-0.136
Si	3.654	-3.81	-2.688	0.035	-0.025	0.259
Si	1.67	-6.773	22.329	-0.057	0.067	0.053
Si	7.942	-2.145	23.283	0.059	-0.05	0.072
Si	-3.845	6.861	-4.18	-0.093	0.061	-0.005
Si	3.91	0.256	-2.962	0.025	-0.078	0.175
Si	-5.271	-5.296	-1.999	0.015	0.025	0.054
Si	-2.907	2.574	-2.09	0.009	-0.053	0.138
Si	-3.365	-4.101	-3.681	0.019	0.015	0.008
Si	3.666	-4.51	22.569	0.048	-0.093	-0.194
Si	-8.138	7.52	-4.84	0.022	0.02	-0.008
Si	-3.906	-1.121	22.545	-0.092	0	-0.055
Si	-2.482	1.62	22.963	-0.076	-0.014	-0.085
Si	-4.875	0.129	-2.146	0.104	0.049	0.085
Si	-1.737	4.51	-4.24	-0.107	0.005	0.123
Si	-7.951	3.404	-2.199	0.049	0.018	0.054
Si	0.366	1.286	23.335	0.209	-0.036	-0.108
Si	-4.429	-7.181	22.516	-0.061	-0.069	-0.235
Si	6.576	-3.913	-3.89	0.053	0.031	-0.008
Si	2.608	7.696	-2.226	0.05	0.002	0.019
Si	7.724	1.365	-4.44	-0.073	-0.087	0.019
Si	1.386	4.155	22.508	-0.05	-0.019	0.064
Si	6.806	-6.666	-2.932	-0.026	0.003	0.072
Si	0.204	5.708	-2.116	0.058	0.022	0.232
Si	1.364	-1.359	5.442	-0.017	0.002	0.011
Si	4.084	1.381	5.424	-0.013	0.011	0.008
Si	1.386	4.091	5.416	0.011	-0.014	0.003
Si	4.082	6.783	5.405	0.003	-0.004	0.01
Si	1.37	9.517	5.448	0.006	-0.008	0.003
Si	4.068	12.243	5.431	0.009	0.008	0.021
Si	6.802	-1.341	5.4	-0.012	-0.012	0.016
Si	9.496	1.358	5.428	-0.006	0.007	0.005
Si	6.783	4.09	5.408	-0.005	0.01	0.01
Si	9.506	6.791	5.44	-0.001	0.004	0.012
Si	6.797	9.508	5.461	0.014	0.006	0.01
Si	9.512	12.247	5.48	0.003	0.002	0.008
Si	-4.077	-1.36	5.474	-0.006	-0.009	0.014
Si	-1.353	1.355	5.44	-0.007	-0.013	0.002
Si	-4.08	4.061	5.45	0.001	0.007	0.015
Si	-1.344	6.794	5.457	-0.001	-0.013	0.012
Si	-4.088	-6.785	5.454	-0.001	0.001	0.006
Si	-1.363	-4.066	5.459	0.001	0.006	0.015
Si	2.725	0.012	6.786	0.007	0.004	0
Si	5.439	2.734	6.79	0.006	0.002	-0.002
Si	2.732	5.44	6.792	0.003	-0.001	0
Si	5.429	8.141	6.794	-0.001	-0.005	-0.002
Si	2.721	10.884	6.805	-0.008	0.003	-0.006
Si	5.445	-2.71	6.771	0.001	-0.007	-0.001
Si	8.149	-0.001	6.795	0.004	-0.002	-0.007
Si	10.866	2.708	6.798	0.004	-0.001	-0.001
Si	8.145	5.432	6.792	0.003	-0.001	0.001
Si	10.871	8.159	6.797	-0.005	-0.001	-0.006
Si	8.146	10.881	6.818	-0.008	0.008	0.003
Si	10.885	-2.722	6.827	0.004	0.001	0.004
Si	-2.712	0.007	6.814	0.001	-0.006	0.002
Si	0.016	2.727	6.779	0.003	0.007	-0.002
Si	-2.715	5.429	6.801	-0.003	0	0.003
Si	0.01	8.16	6.811	-0.003	0.011	-0.004
Si	-2.72	-5.434	6.813	-0.005	0.001	-0.002
Si	0.003	-2.71	6.812	0.003	-0.001	-0.001
Si	1.363	1.366	8.152	0.002	0.005	-0.002
Si	4.081	4.082	8.16	0.003	0.004	-0.004
Si	1.372	6.798	8.161	-0.001	-0.003	-0.006
Si	4.081	9.517	8.157	0.003	0.002	-0.003
Si	1.358	-4.079	8.163	-0.008	-0.008	-0.003
Si	4.086	-1.354	8.14	0.004	-0.002	-0.01
Si	6.796	1.368	8.149	-0.003	0.011	-0.006
Si	9.512	4.077	8.151	-0.002	0.005	-0.005
Si	6.793	6.793	8.16	-0.003	-0.005	-0.008
Si	9.518	9.52	8.164	0.009	0.007	-0.008
Si	6.787	-4.069	8.159	0	-0.005	0.002
Si	9.512	-1.358	8.162	-0.004	-0.011	0
Si	-4.086	1.357	8.163	-0.009	-0.01	-0.004
Si	-1.349	4.072	8.154	-0.006	-0.005	-0.006
Si	-4.081	6.798	8.15	0	0.006	-0.003
Si	-1.356	-6.799	8.161	0.002	-0.009	-0.003
Si	-4.072	-4.078	8.18	0.005	0.012	0.002
Si	-1.354	-1.351	8.173	0.003	0.009	-0.003
Si	0.006	0.009	9.524	-0.008	-0.007	-0.001
Si	2.72	2.72	9.517	0.007	0.004	-0.004
Si	0.005	5.437	9.516	0	0.004	0.001
Si	2.721	8.164	9.524	-0.001	-0.001	0
Si	-0.002	-5.436	9.523	-0.004	0	0.001
Si	2.726	-2.713	9.507	0.004	0.002	-0.004
Si	5.439	0.003	9.508	0.002	0.002	-0.004
Si	8.158	2.716	9.513	0.006	-0.006	-0.001
Si	5.436	5.44	9.525	-0.001	-0.006	0.001
Si	8.156	8.159	9.516	-0.009	-0.003	-0.003
Si	5.435	-5.437	9.517	-0.004	0.005	0.003
Si	8.155	-2.718	9.52	-0.002	-0.002	0.004
Si	-5.441	-0.006	9.523	0.001	0.006	0.004
Si	-2.714	2.715	9.515	0.001	0.008	-0.003
Si	-5.442	5.437	9.507	-0.001	-0.002	-0.002
Si	-2.717	8.157	9.51	-0.002	0.006	-0.005
Si	-5.44	-5.44	9.525	0.002	-0.007	0.001
Si	-2.712	-2.714	9.532	0.005	-0.004	0.002
Si	1.364	-1.362	10.876	0.008	0.003	0
Si	4.074	1.351	10.873	-0.005	0.002	-0.001
Si	1.361	4.077	10.879	0.004	-0.01	-0.003
Si	4.08	6.805	10.886	0.005	0.001	0
Si	1.357	9.526	10.88	-0.005	0.004	0.001
Si	4.078	-4.07	10.875	-0.007	-0.008	-0.002
Si	6.801	-1.35	10.874	-0.001	-0.002	-0.001
Si	9.52	1.357	10.874	-0.006	0.007	0
Si	6.796	4.071	10.872	-0.002	0.01	0
Si	9.522	6.798	10.869	0.005	0.005	0.003
Si	6.8	9.525	10.875	0.004	0.004	-0.001
Si	9.518	-4.077	10.881	0	0.004	0.001
Si	-4.08	-1.363	10.889	0.001	-0.003	0.001
Si	-1.362	1.358	10.888	-0.002	0	0.004
Si	-4.077	4.079	10.865	0.002	-0.003	-0.002
Si	-1.361	6.798	10.872	-0.009	0.004	0.002
Si	-4.065	9.524	10.871	0.005	-0.012	-0.001
Si	-1.352	-4.073	10.89	-0.003	0.001	0.005
Si	2.713	-0.004	12.239	-0.003	-0.009	-0.001
Si	5.439	2.703	12.228	-0.002	-0.012	0
Si	2.717	5.44	12.237	-0.003	0.005	0.003
Si	5.44	8.174	12.242	0	0.001	0.003
Si	2.71	10.898	12.235	0.005	0.005	0.002
Si	5.437	-2.703	12.232	0.007	0	0.002
Si	8.17	-0.004	12.24	0.01	0.018	0.007
Si	10.888	2.715	12.223	0.003	0.002	-0.004
Si	8.156	5.435	12.221	-0.005	-0.013	0.007
Si	10.902	8.157	12.215	0.004	0.016	0.001
Si	8.158	10.885	12.238	-0.006	-0.012	0.006
Si	10.88	-2.724	12.249	-0.005	-0.013	0.003
Si	-2.718	-0.01	12.253	-0.007	0.003	0.007
Si	0.005	2.715	12.245	0.001	0.011	0.006
Si	-2.72	5.433	12.231	-0.006	0.003	0.002
Si	-0.014	8.171	12.233	0.004	-0.006	0.002
Si	-2.719	-5.428	12.243	0.001	0.003	0.002
Si	0.013	-2.719	12.25	0.003	0.003	0.001
Si	1.351	1.342	13.61	0.001	-0.007	-0.004
Si	4.075	4.058	13.58	0	0.003	0.001
Si	1.343	6.806	13.581	0.002	0.003	0.002
Si	4.076	9.551	13.589	-0.007	0.006	-0.007
Si	1.365	-4.075	13.626	0.001	-0.007	-0.001
Si	4.07	-1.358	13.602	0.003	0.007	-0.003
Si	6.802	1.348	13.593	-0.007	-0.006	-0.001
Si	9.524	4.075	13.568	0.001	0.003	-0.006
Si	6.803	6.797	13.583	0.003	0.001	0.002
Si	9.554	9.525	13.564	0.008	-0.014	0
Si	6.801	-4.055	13.59	0	-0.002	0.007
Si	9.529	-1.361	13.612	-0.002	-0.003	0
Si	-4.093	1.348	13.6	-0.004	0.014	0.004
Si	-1.364	4.072	13.594	0.004	-0.011	0.003
Si	-4.07	6.801	13.59	-0.004	0.001	-0.001
Si	-1.361	9.54	13.605	-0.007	0.006	-0.001
Si	-4.076	-4.075	13.615	-0.01	0.002	-0.002
Si	-1.347	-1.367	13.614	-0.003	-0.009	0.001
Si	-0.003	-0.011	14.996	0.012	0.002	-0.001
Si	2.723	2.698	14.953	0.01	-0.002	-0.004
Si	-0.018	5.452	14.947	-0.005	0.01	-0.01
Si	2.699	8.186	14.918	-0.011	-0.004	-0.016
Si	-0.007	-5.428	14.989	0.006	0.01	0.005
Si	2.722	-2.705	14.988	-0.002	0.007	0.004
Si	5.439	-0.011	14.958	0.007	0.007	-0.014
Si	8.183	2.705	14.929	0.008	0.004	-0.011
Si	5.438	5.418	14.926	0.002	0.015	-0.005
Si	8.212	8.152	14.903	0.003	0.01	-0.017
Si	5.422	10.934	14.947	-0.017	0.005	-0.004
Si	8.165	-2.714	14.972	0.006	-0.002	-0.007
Si	-5.43	-0.014	14.99	-0.001	-0.003	-0.006
Si	-2.719	2.695	14.947	-0.004	-0.002	-0.015
Si	-5.447	5.436	14.929	-0.002	-0.014	-0.005
Si	-2.723	8.177	14.953	-0.004	-0.012	-0.006
Si	-5.44	-5.44	14.966	-0.004	-0.004	-0.003
Si	-2.705	-2.723	14.979	-0.002	-0.01	-0.01
O	-1.709	1.857	-1.279	0.43	-0.186	-0.444
O	-5.211	-0.636	21.71	-0.443	-0.309	0.22
O	-6.5	-4.679	-1.181	-0.31	-0.068	-0.597
O	-3.953	-6.576	23.92	0.649	-0.01	0.109
O	-7.924	-0.634	23.642	0.329	0.037	-0.212
O	6.621	-1.015	-1.259	-0.127	0.376	-0.017
O	2.975	-3.345	21.69	0.102	0.115	0.323
O	4.863	-5.177	21.691	0.113	-0.144	0.304
O	5.422	5.462	-0.243	0.037	0.016	-0.288
O	-3.562	3.735	-1.184	-0.051	0.363	-0.336
O	5.445	-5.355	-0.382	0.149	0.202	-0.207
O	4.955	-0.974	-3.176	-0.286	-0.425	-0.076
O	2.625	2.749	-0.476	-0.034	-0.078	-0.292
O	-5.025	-5.982	21.614	-0.133	0.28	0.249
O	7.638	-7.621	-3.904	0.013	-0.042	0.162
O	2.501	-7.305	21.072	0.398	0.058	-0.224
O	-2.245	-2.944	-3.644	-0.193	0.525	0.189
O	-0.906	6.478	-1.232	0.048	-0.031	-0.088
O	0.808	4.469	-1.276	-0.017	-0.273	-0.422
O	-3.977	-1.081	-1.57	0.231	-0.304	-0.479
O	6.017	5.169	21.517	0.134	0.491	0.377
O	7.986	-2.299	21.688	-0.116	0.256	0.299
O	2.615	-2.816	-3.384	-0.073	-0.165	-0.671
O	-2.264	2.461	21.611	0.696	0.288	0.137
O	3.118	-5.335	-2.757	-0.498	-0.181	0.21
O	-6.94	6.873	-1.423	-0.292	0.595	-0.132
O	-5.919	0.343	-0.93	0.239	-0.14	0.127
O	-4.137	4.106	20.827	-0.018	0.014	0.359
O	-7.429	6.44	23.807	0.135	0.232	0.585
O	3.823	1.498	20.635	-0.074	-0.162	0.164
O	0.003	-4.339	-3.268	0.59	-0.002	-0.036
O	-1.373	-4.137	20.973	0.091	-0.265	0.311
O	-1.136	1.575	23.828	-0.055	-0.038	0.589
O	-2.735	8.164	-0.37	-0.113	0.129	-0.394
O	2.274	-7.745	-0.908	0.118	-0.013	0.035
O	4.162	0.916	-1.509	0.186	-0.172	-0.087
O	-3.199	-2.382	21.814	0.194	-0.11	0.237
O	7.101	4.153	-1.546	-0.115	0.081	-0.581
O	7.136	4.449	23.782	0.168	-0.372	0.402
O	-5.568	8.039	22.813	0.125	0.119	0.384
O	-0.787	-6.846	-2.903	0.21	-0.393	0.116
O	7.17	-2.461	-3.487	0.412	0.018	-0.181
O	-5.761	-5.853	-3.436	-0.145	-0.267	0.13
O	5.37	0.197	22.072	0.074	-0.324	0.359
O	7.264	-5.111	-3.047	0.622	-0.079	0.222
O	-7.844	7.668	21.56	-0.257	-0.192	0.195
O	1.392	-1.858	-1.32	0.084	-0.641	0.153
O	-6.03	5.739	21.665	-0.212	-0.185	0.292
O	0.785	-5.673	-1.086	0.195	0.465	-0.209
O	7.891	2.707	-3.564	-0.181	0.325	-0.361
O	-6.723	-4.13	20.806	0.183	0.157	0.19
O	6.41	-2.379	23.698	-0.185	0.243	-0.179
O	-1.57	-4.825	-1.266	-0.423	-0.05	-0.33
O	3.691	7.273	24.054	0.202	0.242	-0.508
O	0.316	-6.041	21.803	-0.318	-0.07	0.411
O	1.451	-1.366	20.854	0.016	-0.155	0.703
O	5.267	-6.78	-3.394	-0.037	-0.212	-0.091
O	-0.081	0.028	-0.374	0.327	-0.1	-0.306
O	0.101	4.71	21.683	-0.305	-0.394	0.431
O	3.867	-3.406	-1.143	-0.213	0.558	-0.014
O	0.244	0.694	21.834	-0.024	0.289	0.046
O	-3.564	2.343	23.914	-0.383	0.117	-0.156
O	-7.18	1.097	-5.168	-0.064	0.199	-0.407
O	-5.616	-0.276	-3.509	-0.329	-0.358	0.02
O	-4.184	-4.122	-2.281	0.088	0.471	0.354
O	-6.721	4.418	-2.48	0.133	-0.307	-0.275
O	-4.284	-1.538	24.055	0.037	-0.439	0.054
O	-1.379	6.751	20.866	0.205	0.187	0.442
O	3.903	6.889	-1.667	0.187	-0.083	-0.444
O	-2.978	8.104	-3.588	-0.288	-0.051	0.274
O	-8.113	-2.796	-0.341	-0.163	0.034	-0.711
O	-3.167	-7.848	21.758	0.199	0.144	0.401
O	2.509	3.709	21.431	-0.016	0.444	0.042
O	3.952	1.478	24.091	-0.416	-0.041	-0.121
O	-7.411	-3.209	24.025	0.2	-0.306	-0.356
O	2.378	-0.241	-3.141	-0.2	0.198	-0.256
O	5.014	-3.816	-3.543	-0.072	0.039	-0.253
O	-4.578	-6.498	-1.192	-0.428	-0.087	-0.439
O	2.599	-5.646	23.033	0.011	-0.089	0.464
O	5.468	2.83	22.484	-0.372	0.175	-0.355
O	-4.932	6.349	-3.094	0.202	-0.01	0.249
O	-7.411	6.401	-3.959	-0.242	-0.585	-0.397
O	4.1	6.838	20.745	-0.112	0.125	0.538
O	-4.48	-4.008	-4.863	-0.056	0.445	-0.483
O	7.379	0.131	-3.459	0.339	-0.008	0.269
O	0.212	-1.778	-3.708	-0.275	0.381	-0.157
O	-7.535	2.325	-1.073	0.015	-0.002	-0.178
O	-0.508	5.153	-3.433	0.465	-0.158	-0.145
O	7.038	-7.129	-1.395	0.191	-0.669	-0.048
O	-4.028	1.469	-2.436	-0.127	0.037	-0.188
O	0.939	0.081	24.283	0.387	0.059	-0.112
O	6.751	-6.825	20.842	-0.088	0.077	0.543
O	1.078	2.768	23.324	0.122	0.033	0.398
O	1.88	5.458	23.371	-0.178	-0.07	0.083
O	-2.871	5.624	-4.519	-0.007	0.098	-0.357
O	1.385	6.709	-2.556	-0.005	0.055	-0.485
O	1.375	-8.112	23.19	-0.332	-0.006	0.073
O	-2.88	0.116	22.555	0.412	0.102	-0.477
O	-2.356	3.25	-3.436	-0.169	-0.343	-0.205
O	-6.822	1.312	20.853	0.107	0.083	0.532
O	6.523	1.165	24.195	-0.15	0.32	0.396
O	4.206	-3.797	23.899	-0.232	0.098	0.39
O	-2.702	-5.56	-3.948	-0.055	-0.15	-0.467
O	4.253	1.321	-4.113	-0.152	0.549	0.141
O	7.893	3.257	21.61	0.414	0.112	0.345
O	2.902	-7.755	-3.567	-0.372	-0.255	-0.596
O	-2.611	-2.724	-0.238	0.114	0.054	-0.368
O	-5.305	5.411	-0.189	-0.244	-0.091	-0.181

Results
total energy: -82022.181 eV
total energy less fixed offsets of O -438.25, Si -107.07 eV per atom: -0.501 eV
